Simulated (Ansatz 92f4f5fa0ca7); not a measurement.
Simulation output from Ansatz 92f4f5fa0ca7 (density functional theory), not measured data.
Periodic cell of 227 atoms, Si134O91H1N1, from a study of silicon, its oxide and their interface. The atomic structure is a simulated model.

Settings
functional: PBE
potential files: Ansatz PAW
basis: plane waves
wave-function cutoff: 700 eV
density cutoff ratio: 5
exchange-correlation grid ratio: 1
k mesh: 2 x 2 x 1, shifted by 0.5 0.5 0.5 of a step
self-consistency stop: 5e-08 eV per atom in the density residual
occupations: fixed
spin: none
net charge: 0

Cell vectors (angstrom)
a, 10.938, 0, 0
b, 0, 10.938, 0
c, 0, 0, 32.8736

Atoms: element, x, y, z (angstrom)
Si, -0.1433, 0.1967, 25.3487
Si, 5.8667, -0.2998, 25.4222
Si, 2.5576, 2.985, 25.4832
Si, 8.6, 2.446, 25.5314
Si, 0.2821, 5.1054, 25.6125
Si, 5.252, 5.6855, 25.343
Si, 2.9987, 7.9318, 25.2117
Si, 8.0992, 8.3981, 25.2646
Si, 1.4303, 1.3219, 26.7165
Si, 6.9364, 1.3071, 26.7581
Si, 4.1379, 4.1465, 26.7569
Si, 9.6754, 3.9831, 26.9268
Si, 1.4537, 6.8317, 26.678
Si, 6.899, 6.8247, 26.6191
Si, 4.1686, 9.4924, 26.6216
Si, 9.6257, 9.5503, 26.6659
Si, 2.8019, -0.0659, 28.0428
Si, 8.269, -0.0556, 28.118
Si, 0.1004, 2.6227, 28.1887
Si, 5.5056, 2.7095, 28.0653
Si, 2.7557, 5.4761, 28.121
Si, 8.2185, 5.4485, 28.0733
Si, 0.0386, 8.1777, 28.0461
Si, 5.5145, 8.1569, 28.0602
Si, 4.1018, 1.3673, 29.4553
Si, 9.5708, 1.3673, 29.4553
Si, 1.3673, 4.1018, 29.4553
Si, 6.8362, 4.1018, 29.4553
Si, 4.1018, 6.8362, 29.4553
Si, 9.5708, 6.8362, 29.4553
Si, 1.3673, 9.5708, 29.4553
Si, 6.8362, 9.5708, 29.4553
Si, 0, 0, 30.8226
Si, 5.469, 0, 30.8226
Si, 2.7345, 2.7345, 30.8226
Si, 8.2035, 2.7345, 30.8226
Si, 0, 5.469, 30.8226
Si, 5.469, 5.469, 30.8226
Si, 2.7345, 8.2035, 30.8226
Si, 8.2035, 8.2035, 30.8226
Si, 1.3673, 1.3673, 32.1898
Si, 6.8362, 1.3673, 32.1898
Si, 4.1018, 4.1018, 32.1898
Si, 9.5708, 4.1018, 32.1898
Si, 1.3673, 6.8362, 32.1898
Si, 6.8362, 6.8362, 32.1898
Si, 4.1018, 9.5708, 32.1898
Si, 9.5708, 9.5708, 32.1898
Si, 2.7345, 0, 0.6835
Si, 8.2035, 0, 0.6835
Si, 0, 2.7345, 0.6835
Si, 5.469, 2.7345, 0.6835
Si, 2.7345, 5.469, 0.6835
Si, 8.2035, 5.469, 0.6835
Si, 0, 8.2035, 0.6835
Si, 5.469, 8.2035, 0.6835
Si, 4.1018, 1.3673, 2.0507
Si, 9.5708, 1.3673, 2.0507
Si, 1.3673, 4.1018, 2.0507
Si, 6.8362, 4.1018, 2.0507
Si, 4.1018, 6.8362, 2.0507
Si, 9.5708, 6.8362, 2.0507
Si, 1.3673, 9.5708, 2.0507
Si, 6.8362, 9.5708, 2.0507
Si, 0, 0, 3.418
Si, 5.469, 0, 3.418
Si, 2.7345, 2.7345, 3.418
Si, 8.2035, 2.7345, 3.418
Si, 0, 5.469, 3.418
Si, 5.469, 5.469, 3.418
Si, 2.7345, 8.2035, 3.418
Si, 8.2035, 8.2035, 3.418
Si, 1.4141, 1.3034, 4.8136
Si, 6.7283, 1.4406, 4.8022
Si, 3.9903, 4.1673, 4.8278
Si, 9.523, 4.156, 4.7144
Si, 1.3509, 6.8512, 4.8353
Si, 6.778, 6.9094, 4.6713
Si, 4.0271, 9.6425, 4.8719
Si, 9.5247, 9.6184, 4.7397
Si, 2.735, 0.0494, 6.4827
Si, 8.0566, -0.0119, 6.0703
Si, -0.1523, 2.6394, 5.9404
Si, 5.3397, 2.811, 6.2246
Si, 2.519, 5.4037, 6.3363
Si, 8.1867, 5.6184, 5.9701
Si, -0.047, 8.2708, 6.1167
Si, 5.3479, 8.1242, 6.0797
Si, 3.7214, 1.9174, 7.7943
Si, 9.6078, 1.1827, 7.3352
Si, 1.073, 3.7434, 7.5288
Si, 6.6671, 4.4661, 7.2502
Si, 4.3035, 6.532, 7.4927
Si, 9.282, 7.1516, 7.4064
Si, 0.8949, 9.851, 7.5857
Si, 6.9539, 9.284, 7.3037
O, 5.5177, 5.473, 7.9163
O, -0.1265, 0.1771, 7.7705
O, 2.3474, 2.8201, 8.1055
O, 8.1339, 8.2547, 7.8142
O, 2.2875, 8.5448, 23.8259
O, 8.1591, 5.4904, 22.7725
O, 6.9528, 9.5232, 24.8201
O, 1.3947, 4.0529, 24.9638
O, 6.3036, 9.9729, 8.6368
N, -0.2184, 4.1156, 8.7532
O, 0.7992, 9.2318, 9.1123
O, 7.8073, 4.0134, 8.3435
O, 9.8364, 6.6495, 8.8795
O, 4.4946, 1.8776, 9.2744
O, 3.8384, 7.3065, 8.8855
O, 9.128, 1.84, 8.8076
O, 5.2846, 0.5306, 24.1331
O, 8.0304, 3.2777, 24.2553
O, 11.7782, 6.7048, 19.7446
O, 5.9157, 4.8821, 24.0631
O, 8.8355, 7.8039, 23.878
O, 3.315, 2.3912, 24.1511
O, 4.1367, 6.7931, 24.7676
O, 11.4188, -0.4414, 23.9519
Si, 11.8383, 9.1182, 10.731
Si, 7.1978, 15.3237, 11.415
Si, 8.3401, 11.4274, 15.0173
Si, 2.137, 13.1602, 19.247
Si, 4.7858, 13.5966, 10.7019
Si, 1.8056, -2.3454, 17.5449
Si, 5.0352, 1.4946, 18.6889
Si, 0.9016, -0.5886, 20.0359
Si, -0.7086, 7.7536, 12.9599
Si, -3.1019, -1.8656, 16.514
Si, 9.2305, 2.5452, 16.6319
Si, 9.0877, 3.4474, 9.1749
Si, 6.5953, 9.9518, 10.2417
Si, 10.942, 5.6469, 9.5335
Si, 1.7884, 9.0667, 14.4687
Si, 4.0317, 12.1187, 23.336
Si, 5.3924, 3.0367, 21.2988
Si, -3.7163, 7.5515, 12.0237
Si, -1.8529, -1.8009, 19.1188
Si, 11.4763, 5.7117, 21.0024
Si, 6.4251, 2.3567, 15.9229
Si, 16.6394, 4.4463, 14.0374
Si, 0.0878, 4.9465, 12.6109
Si, 10.4244, 2.3237, 13.9236
Si, 1.7335, 9.9086, 23.0709
Si, 3.1855, 4.7066, 12.127
Si, 6.0474, 6.9276, 15.9537
Si, -4.7797, 9.558, 18.906
Si, 10.6861, 6.8147, 18.5317
Si, 4.388, 7.0355, 18.5265
Si, -0.2109, 3.9199, 18.7249
Si, 4.6058, 0.1737, 12.1158
Si, 12.5314, 11.3862, 12.6378
Si, 2.779, 6.9958, 10.0867
Si, 7.214, 4.2673, 23.2788
Si, 9.4193, 6.3904, 23.2629
Si, 4.7308, -2.3196, 13.8064
Si, 3.2819, 4.8405, 20.6912
O, 9.0913, -1.5619, 17.5013
O, -4.4381, 9.6334, 17.3009
O, 11.7702, 1.7944, 13.1453
O, 10.5584, 6.2364, 13.465
O, 3.8527, 5.866, 19.5426
O, 12.4446, 6.2532, 9.3395
O, 7.6415, 11.1131, 10.6909
O, -3.3696, -3.4552, 16.2536
O, 5.9295, 3.8205, 10.5308
O, 15.2309, 4.7882, 13.3065
O, -1.2688, 1.3348, 24.9134
O, 5.1853, 8.1732, 15.3122
O, 8.966, 11.8738, 16.4813
O, 3.0903, 8.2768, 13.7848
O, 5.1147, 10.1437, 10.9115
O, 2.044, 5.4465, 21.598
O, 13.2891, 8.3569, 10.8884
O, 1.2888, -1.2415, 21.5033
O, 1.1404, 3.0967, 18.2835
O, 5.5769, 2.6466, 19.7244
O, 3.0775, 7.645, 17.8124
O, 1.9825, -1.7136, 16.072
O, 0.7623, 10.5571, 11.4919
O, 2.9478, 0.0333, 23.0278
O, 3.4001, 3.3852, 11.1925
O, 0.4288, 7.7297, 17.3942
O, -0.508, 13.7665, 15.5145
O, -2.3602, 7.8804, 12.9338
O, 7.2966, 6.0201, 11.4312
O, 5.2303, 8.2463, 19.2706
O, 5.3373, 6.4067, 17.3398
O, 5.7861, 7.8071, 12.8198
O, 10.6774, 5.3745, 11.0922
O, -0.4632, 6.4973, 22.0174
O, -1.6229, 1.0975, 13.8396
O, -0.4876, 5.3227, 17.9189
O, 8.1562, 9.8117, 15.0838
O, 6.8832, 3.9856, 12.9856
O, 4.5841, 4.4399, 21.5683
O, 8.5596, 3.7178, 10.7252
O, 7.5925, 9.4535, 19.7225
O, 10.7047, 8.1605, 11.4281
O, 7.7861, 14.1819, 16.2487
O, 1.8463, 10.6142, 14.0239
O, 0.2773, 8.5788, 14.0073
O, 10.1179, 3.6843, 13.083
O, 14.3617, 6.0162, 11.1941
O, -3.7364, 8.5175, 10.7193
O, -0.1543, 4.3364, 20.3352
O, 6.8502, 12.0802, 14.9097
O, 13.9861, 11.5628, 11.9476
O, 16.3017, 3.2767, 15.1198
O, 6.8249, 3.3401, 21.9982
O, 5.332, 12.5676, 11.8719
O, 5.3841, 10.9425, 19.2773
O, 3.4119, 1.5818, 18.4618
O, 9.5468, 2.9276, 18.186
O, 1.2912, 11.9562, 20.002
O, 1.696, 9.669, 18.7739
O, 10.2635, 5.6525, 24.4154
O, 6.212, 5.7356, 14.878
O, 4.62, 1.7612, 21.9493
O, 2.729, 14.3083, 20.2327
O, -0.7105, 21.0047, 19.8313
O, 4.8648, -0.6953, 13.4928
O, 5.7556, 1.7602, 17.2671
O, 1.6902, 4.6733, 12.7726
O, 9.3749, 7.5158, 19.2216
H, 8.1087, 11.6592, 10.0305

Results
free energy: -137357.164 eV
free energy less fixed offsets of H -17.10, N -388.26, O -569.03, Si -635.61 eV per atom: 1.666 eV

Forces (eV/angstrom), in the order of the atoms: element, x, y, z
Si, -0.0204, 0.0168, -0.0372
Si, 0.0237, -0.0138, -0.0397
Si, -0.0175, 0.0239, -0.0352
Si, 0.0268, -0.0074, -0.0325
Si, -0.0019, -0.0304, -0.0423
Si, -0.0319, 0.0072, -0.0444
Si, 0.0136, -0.0184, -0.0339
Si, -0.0058, 0.0276, -0.0486
Si, -0.0173, 0.0113, 0.003
Si, 0.0106, 0.0027, 0.0149
Si, -0.0063, 0.0015, 0.0078
Si, -0.0228, -0.0025, -0.0039
Si, 0.0069, -0.0055, 0.01
Si, -0.0152, 0.0056, 0.0285
Si, -0.0073, -0.002, 0.0048
Si, -0.0049, -0.0051, 0.0052
Si, 0.0038, -0.0038, 0.0087
Si, 0.0064, -0.0159, -0.0124
Si, 0.0114, -0.0112, -0.0105
Si, 0.0032, -0.0048, -0.0061
Si, 0.0064, 0.0017, -0.0136
Si, -0.0116, 0.0109, -0.007
Si, 0.003, 0.0018, 0.0097
Si, -0.0005, 0.0036, -0.0065
Si, 0.1171, -0.1253, -0.3054
Si, 0.1314, -0.4279, 0.5617
Si, 0.2769, 0.0124, 0.3693
Si, 0.0053, -0.005, -0.1132
Si, 0.2541, 0.0759, 0.148
Si, 0.0795, 0.0192, -0.2822
Si, 0.1287, -0.0823, -0.3047
Si, 0.027, -0.1885, -0.0192
Si, -0.1188, 0.0688, 0.0405
Si, 0.0172, 0.0147, -0.0271
Si, -0.0077, 0.149, 0.021
Si, 0.0091, 0.0276, -0.0431
Si, -0.0257, -0.0381, -0.0266
Si, -0.0556, 0.0138, -0.0022
Si, 0.0441, 0.0429, -0.0218
Si, -0.0503, 0.0408, -0.0032
Si, 0.0158, -0.0901, 0.0005
Si, 0.0277, 0.0268, -0.0111
Si, 0.0885, -0.0716, 0.0167
Si, -0.0035, -0.0187, -0.0002
Si, -0.02, -0.0234, -0.0093
Si, 0.0619, -0.0517, -0.0008
Si, -0.0161, -0.003, -0.0019
Si, 0.0902, -0.0697, 0.0145
Si, 0.0122, 0.0412, 0.0184
Si, -0.0742, 0.0286, -0.012
Si, -0.0423, 0.078, -0.0105
Si, 0.0039, 0.0389, -0.0041
Si, -0.0471, 0.0085, -0.0041
Si, -0.0343, 0.0371, 0.0243
Si, -0.0269, 0.0106, -0.0075
Si, -0.0413, 0.0504, -0.019
Si, 0.0185, -0.0204, 0.0008
Si, 0.0628, 0.0079, 0.0539
Si, -0.0392, -0.0419, 0.0358
Si, -0.0678, -0.1656, -0.0288
Si, 0.1127, -0.0245, 0.0185
Si, 0.0538, 0.0083, -0.0078
Si, -0.1253, -0.095, -0.0252
Si, 0.1286, -0.0434, -0.0136
Si, 0.2785, -0.0787, -0.1449
Si, -0.3834, 0.0748, 0.2925
Si, -0.0174, -0.0994, 0.1621
Si, -0.4907, 0.0741, -0.067
Si, 0.2083, 0.2739, -0.0927
Si, -0.4972, -0.183, -0.146
Si, -0.1387, 0.2283, 0.4798
Si, 0, 0.4254, -0.6821
Si, 0.0228, -0.0177, 0.0142
Si, -0.0218, 0.0027, 0.0076
Si, -0.0098, -0.0035, 0.0051
Si, -0.0145, 0.0001, 0.013
Si, 0.0199, -0.0132, -0.0096
Si, -0.0249, 0.013, 0.014
Si, -0.0318, 0.025, -0.0157
Si, 0.011, -0.0082, 0.0191
Si, -0.0041, -0.0048, -0.0297
Si, 0.0351, 0.0311, -0.0164
Si, 0.0224, 0.0472, 0.0002
Si, 0.0298, 0.0005, 0.0022
Si, 0.0312, -0.0002, -0.0037
Si, 0.0331, 0.0146, -0.0085
Si, -0.004, -0.0271, -0.0039
Si, 0.0414, 0.0159, 0.0294
Si, -0.0077, 0.0465, 0.0454
Si, 0.0314, 0.0151, 0.0579
Si, -0.0153, -0.0406, 0.0247
Si, -0.0176, 0.0248, 0.0409
Si, 0.0518, 0.0158, 0.0175
Si, -0.0236, 0.0278, 0.029
Si, -0.04, 0.0047, 0.0452
Si, 0.0035, -0.0269, 0.0306
O, -0.015, 0.0048, 0.0237
O, -0.0138, -0.0092, 0.0125
O, 0.004, -0.0163, 0.0068
O, -0.0105, -0.0017, 0.0277
O, 0.0139, 0.0065, 0.022
O, 0.0052, -0.0048, 0.0222
O, 0.0053, 0.0078, -0.0172
O, 0.0032, -0.0012, -0.021
O, 0.0218, -0.0168, 0.0057
N, 0.016, 0.0195, 0.0043
O, 0.0085, 0.0059, -0.0045
O, -0.0174, -0.0068, -0.0174
O, 0.0083, -0.0106, -0.0098
O, -0.0251, 0.0077, -0.0074
O, -0.0129, -0.0328, 0.0043
O, 0.0088, 0.0006, -0.0233
O, -0.011, -0.0146, 0.0139
O, -0.0012, -0.0043, 0.0172
O, -0.0232, -0.0129, -0.0062
O, 0.0169, 0.014, 0.0164
O, -0.0186, -0.0135, 0.0236
O, 0.0016, -0.017, 0.0027
O, -0.0035, 0, -0.0193
O, 0.0119, 0.0028, 0.0085
Si, -0.0028, 0.004, 0.0025
Si, 0.007, -0.0033, -0.0049
Si, 0.0003, -0.0041, -0.0007
Si, 0.0008, 0.0003, -0.0023
Si, 0.0035, 0.0087, 0.005
Si, 0.0016, 0.0001, -0.0038
Si, -0.0002, -0.0005, -0.002
Si, -0.0011, 0.0007, -0.0008
Si, 0.0015, 0.0005, 0.0015
Si, 0.0022, 0.0001, -0.0036
Si, 0.0006, 0.002, 0.0038
Si, -0.0034, -0.0074, -0.0068
Si, 0.0011, -0.0031, -0.0036
Si, 0.0033, 0.0029, -0.0016
Si, 0.0039, 0.0052, 0.0123
Si, -0.0036, 0.0028, 0.0057
Si, 0.0023, 0.0034, -0.0006
Si, 0.0017, -0.0049, -0.0114
Si, -0.0032, 0.0038, 0.0024
Si, 0.0024, -0.0012, 0.0053
Si, -0.002, 0.0016, 0.0009
Si, 0.0026, -0.0009, 0.0081
Si, -0.0046, 0.0002, -0.0003
Si, -0.0009, -0.0008, 0.0025
Si, -0.0019, 0.0059, -0.0018
Si, 0.001, 0.0026, -0.0022
Si, 0.0012, -0.0019, 0.0058
Si, -0.0011, 0, 0.0065
Si, -0.0017, -0.0004, -0.0033
Si, 0.005, -0.0026, 0.0001
Si, -0.0035, -0.0043, -0.0031
Si, -0.0012, -0.0019, 0.0025
Si, -0.0019, 0.0059, -0.0007
Si, 0.0017, -0.006, -0.007
Si, 0.0033, -0.0013, -0.0061
Si, 0.0073, -0.0071, 0.0056
Si, 0.0033, 0.0025, 0.0073
Si, 0.0032, 0.0031, 0.0061
O, -0.0245, 0.002, 0.0103
O, 0.0149, -0.0096, 0.0259
O, -0.0065, -0.0119, -0.0059
O, -0.0037, -0.0108, -0.0086
O, -0.0003, 0.0034, -0.0015
O, -0.0031, 0.0075, 0.0371
O, 0.0055, 0.0065, -0.0482
O, -0.0251, 0.0207, 0
O, -0.0041, -0.0153, 0.0241
O, 0.0041, -0.0116, -0.0135
O, 0.0072, -0.0042, -0.0205
O, 0.0142, -0.024, -0.007
O, -0.0106, 0.0129, -0.0304
O, -0.0037, 0.0216, 0.0115
O, 0.0206, 0.0163, 0.0083
O, -0.0009, -0.0083, -0.015
O, -0.008, -0.0163, -0.0032
O, -0.0025, 0.0161, 0.003
O, -0.005, -0.0013, 0.0186
O, -0.0085, -0.0136, 0.003
O, 0.0007, 0.0041, 0.0091
O, 0.0034, -0.0111, -0.0021
O, 0.0018, -0.0159, 0.0069
O, -0.0002, 0.0042, 0.0049
O, 0.03, 0.0135, 0.013
O, 0.0031, -0.0065, 0.0321
O, -0.019, -0.0138, -0.009
O, -0.0063, -0.0056, -0.0163
O, -0.0034, 0.0021, 0.0113
O, 0.0029, 0.006, -0.024
O, -0.0013, 0.0233, -0.0059
O, 0.0113, 0.0189, -0.0028
O, 0.0098, -0.0122, -0.007
O, -0.0054, -0.0112, -0.0079
O, 0.0059, 0.0146, 0.0323
O, 0.0112, 0.0087, 0.0301
O, -0.0057, 0.0133, 0.0299
O, -0.0216, 0.016, -0.0038
O, -0.0065, -0.0111, -0.0122
O, -0.019, 0.0065, 0.0092
O, -0.0017, -0.0049, -0.0378
O, 0.0177, 0.0127, 0.0171
O, -0.0067, -0.0318, -0.0007
O, 0.0003, -0.012, -0.0236
O, 0.011, 0.0045, -0.0175
O, 0.0109, 0.0235, -0.0022
O, -0.0226, -0.0092, -0.0078
O, -0.0132, 0.0131, 0.0166
O, 0.0195, 0.0258, -0.0158
O, 0.0304, 0.012, 0.0272
O, 0.0051, -0.0198, 0.013
O, 0.0279, 0.0031, -0.0034
O, -0.0124, 0.0075, 0.0084
O, -0.0102, 0.0146, -0.0237
O, 0.0093, 0.0051, -0.0188
O, 0.0104, 0.0099, 0.0249
O, -0.0045, -0.0003, -0.0179
O, 0.0063, -0.0068, -0.0157
O, -0.0196, -0.0079, 0.0096
O, 0.0112, 0.008, 0.0009
O, -0.016, -0.0071, 0.003
O, 0.0044, 0.0118, 0.0172
O, -0.0079, -0.0032, -0.0059
O, 0.0148, -0.0165, -0.0097
O, -0.0105, -0.0217, -0.0162
O, -0.0003, 0.0041, 0.0015
O, -0.0023, 0.0031, -0.0124
O, 0.0198, 0.0069, -0.0022
H, -0.0243, -0.029, 0.0383

The program warned: the cutoff lies below the one the program advises for these potential files; the forces do not sum to zero within the program's tolerance; the exchange-correlation potential is rough where the density is thin.
